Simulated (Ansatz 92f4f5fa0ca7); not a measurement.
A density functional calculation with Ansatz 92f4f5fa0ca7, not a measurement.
Periodic cell of 184 atoms, Si120O64, from a study of silicon, its oxide and their interface. The atomic structure is a simulated model.
This geometry differs little from another in the collection (a relaxation step or a small displacement).

Settings: functional r2SCAN; potential files Ansatz PAW; basis plane waves; wave-function cutoff 800 eV; density cutoff ratio 5; exchange-correlation grid ratio 1; k mesh 1 x 1 x 1, shifted by 0.5 0.5 0 of a step; self-consistency stop 1e-10 eV per atom in the density residual; occupations fixed; spin none; net charge 0.

Cell vectors (angstrom)
a	10.887	0	0
b	0	10.887	0
c	0	0	26.5067

Atoms and the computed forces on them: element, x, y, z (angstrom), force x, y, z (eV/angstrom)
Si	0.3415	-0.395	0.1455	-0.0001	0.0008	-0.0009
Si	2.8514	2.4591	0.0259	-0.0001	0.0001	0.0005
Si	-0.3489	5.6534	0.0354	-0.0001	0	-0.0003
Si	2.5574	8.2804	-0.0212	-0.0001	0.0007	-0.0009
Si	5.0332	0.2348	0.1309	0.0002	0.0003	-0.0009
Si	7.784	2.9652	0.0606	0.0004	-0.0001	-0.0011
Si	5.565	5.1474	0.2189	0	0	-0.0001
Si	8.2864	7.8235	0.0499	0.0001	-0.0001	-0.0008
Si	1.3667	1.2764	1.4211	0.0001	0.0003	-0.0007
Si	4.0036	3.9636	1.4481	0	0.0001	-0.001
Si	1.3185	6.7538	1.301	0	0.0001	0.0005
Si	3.9962	9.4862	1.4202	0.0001	0.0002	-0.0005
Si	6.7014	1.3453	1.3662	0	0.0001	-0.0008
Si	9.4403	4.0479	1.3469	0.0002	0.0004	-0.0013
Si	6.7682	6.7321	1.4522	-0.0001	0.0002	-0.0009
Si	9.4928	9.429	1.3147	0	0.0001	-0.0003
Si	-0.0453	2.686	2.6789	0.0002	0.0006	0
Si	2.6937	-0.049	2.8347	0.0004	0.0002	-0.001
Si	-0.0179	8.113	2.7295	0.0002	0	-0.001
Si	2.6569	5.4077	2.7031	-0.0002	0.0005	-0.0006
Si	5.3971	2.6606	2.8217	-0.0001	0.0002	-0.0011
Si	8.134	-0.035	2.6474	0	0.0002	-0.0007
Si	5.4178	8.1547	2.7328	0	0.0001	-0.0008
Si	8.138	5.3821	2.8022	0.0003	0.0004	-0.0003
Si	1.3129	4.0506	4.0665	-0.0001	0.0004	-0.0004
Si	4.0684	1.3024	4.1718	0	0	-0.0002
Si	1.3067	9.484	4.125	0.0005	-0.0002	-0.0005
Si	4.0369	6.781	4.0609	-0.0001	0.0001	-0.0002
Si	6.7679	4.0433	4.1399	0.0004	0.0002	0.0001
Si	9.4803	1.3318	4.0408	0	0.0001	-0.0003
Si	6.7972	9.515	4.0689	0.0001	0.0002	-0.0002
Si	9.525	6.7593	4.1073	0	0.0001	-0.0009
Si	-0.0402	-0.0025	5.4327	0.0001	0.0004	-0.0001
Si	2.6942	2.7182	5.4451	0.0001	0.0003	-0.0002
Si	-0.0039	5.4139	5.4692	0.0004	0.0001	-0.0005
Si	2.7058	8.1403	5.4583	0.0001	0.0002	-0.0004
Si	5.4614	-0.0344	5.4896	0.0002	0.0002	-0.0006
Si	8.1546	2.6882	5.4592	0.0001	0.0003	-0.0004
Si	5.4119	5.4438	5.4396	0.0002	0.0003	-0.0001
Si	8.1643	8.156	5.4269	0	0.0003	-0.0002
Si	1.3302	1.3648	6.7877	0.0001	0.0001	-0.0005
Si	4.0709	4.0806	6.7968	0.0001	0	-0.0003
Si	1.3605	6.7861	6.8256	0	0.0003	-0.0005
Si	4.0773	9.5013	6.8237	0	0.0001	-0.0004
Si	6.8109	1.3459	6.8399	0	0.0002	-0.0005
Si	9.5155	4.0629	6.8185	-0.0001	0.0001	-0.0005
Si	6.7903	6.808	6.7804	0	0	-0.0006
Si	9.5166	9.5191	6.7945	0.0002	0.0001	-0.0003
Si	0.0068	2.7238	8.1769	0.0001	0.0004	-0.0005
Si	2.7114	0.0247	8.1384	0.0002	0.0002	-0.0003
Si	0.0065	8.1838	8.1623	0.0002	0.0003	-0.0005
Si	2.75	5.4472	8.1674	0.0002	0.0005	-0.0005
Si	5.443	2.7403	8.1669	0.0003	0.0002	-0.0004
Si	8.1963	-0.0058	8.1698	0.0001	0.0003	-0.0004
Si	5.4668	8.1621	8.1713	0	0.0003	-0.0004
Si	8.1569	5.4629	8.1442	0.0003	0.0002	-0.0004
Si	1.3974	4.0893	9.5098	0.0001	0.0002	-0.0004
Si	4.075	1.3742	9.5107	0.0003	0.0002	-0.0005
Si	1.3591	9.5772	9.5164	0.0001	0.0001	-0.0001
Si	4.1082	6.813	9.5293	-0.0001	0.0003	-0.0003
Si	6.8088	4.1188	9.5203	0.0001	0	-0.0004
Si	9.5467	1.3563	9.5361	-0.0001	0.0001	-0.0003
Si	6.8449	9.5295	9.5152	0.0001	0.0001	-0.0004
Si	9.5226	6.825	9.5079	0.0002	0.0001	-0.0004
Si	0.0233	0.0363	10.9405	0.0002	-0.0001	-0.0008
Si	2.7377	2.738	10.9004	0.0002	0.0003	-0.0002
Si	0.0448	5.4805	10.8198	0.0001	0.0005	-0.0002
Si	2.766	8.242	10.829	-0.0002	0.0001	-0.0007
Si	5.4837	0.0231	10.8245	0.0003	0.0003	-0.0005
Si	8.1841	2.7454	10.8455	0.0003	0.0003	-0.0009
Si	5.4722	5.4791	10.9162	0.0001	-0.0001	-0.0002
Si	8.2073	8.2032	10.9083	0.0001	0.0003	-0.0003
Si	1.401	1.3955	12.3087	0	0.0004	-0.0009
Si	4.0986	4.1051	12.251	0.0004	0.0001	-0.0008
Si	1.3697	6.9198	12.1371	0.0004	0.0002	-0.0015
Si	4.1701	9.5581	12.1992	0.0002	0.0001	-0.0006
Si	6.7886	1.4101	12.1892	0	0.0001	-0.0001
Si	9.6233	4.0675	12.1482	0.0002	0.0001	-0.0011
Si	6.8484	6.8591	12.2675	0	0.0003	-0.0002
Si	9.5424	9.5737	12.3139	0.0001	0.0001	-0.0009
Si	0.0375	2.7686	13.6696	0.0001	0.0002	0.0002
Si	2.8684	0.0596	13.5783	0.0001	0.0002	0.0003
Si	0.0892	8.2454	13.6419	0.0002	0	0.0001
Si	2.7205	5.5609	13.4591	0.0003	0.0001	0.0001
Si	5.4562	2.7504	13.6237	0.0003	0.0004	-0.0011
Si	8.1236	0.0829	13.5967	-0.0002	-0.0001	-0.0009
Si	5.5	8.2268	13.6604	0.0001	0.0003	0.0005
Si	8.2985	5.4599	13.4558	0	0.0005	0.0002
Si	1.1841	4.491	14.8244	0.0003	0.0003	-0.0002
Si	4.3225	1.2316	15.0605	0	-0.0006	-0.0006
Si	1.8172	9.3346	14.8663	-0.0001	0.0005	0.0001
Si	3.9014	7.0003	14.8774	0.0004	0.0005	-0.0003
Si	7.134	3.9238	14.7444	0.0004	0.0007	0.0003
Si	9.2514	1.6479	14.9225	0.0006	0.0005	0
Si	6.5594	9.8951	14.9911	-0.0002	0.0003	-0.001
Si	9.8111	6.6033	14.8315	0.0001	0.0001	-0.0001
Si	23.0058	-3.6666	19.1038	0	0.0001	-0.0002
Si	30.1127	23.1449	23.9131	-0.0002	0.0002	-0.0004
Si	-19.5424	37.1695	19.6363	-0.0001	0.0001	0.0001
Si	-24.7495	-24.7016	17.022	0.0008	0.0001	-0.0015
Si	10.9904	11.2939	23.7075	-0.0005	-0.0001	-0.0002
Si	41.4475	24.5185	19.7852	0	0.0003	-0.0003
Si	-21.9343	-17.5685	21.6741	0	0.0001	-0.0004
Si	-1.3454	20.1606	22.055	0.0001	0.0005	-0.0008
Si	-4.7121	37.0183	19.6607	0.0002	0.0001	-0.0002
Si	4.3121	14.2634	21.4643	0.0003	0.0001	-0.0004
Si	23.2182	-6.5766	24.3233	-0.0001	0.0001	0.0004
Si	12.2714	42.4735	17.8052	0.0003	0.0005	-0.0002
Si	-2.2618	-4.3864	22.153	0	0	-0.0007
Si	-17.9642	-26.2692	24.3541	0	0.0003	-0.001
Si	-16.0156	-16.0655	16.985	0.0003	-0.0006	-0.0004
Si	-8.4781	24.5808	17.0522	-0.0002	0.0006	0.0004
Si	40.0508	0.6716	21.3991	0.0001	0.0005	-0.0006
Si	-4.0881	20.5307	24.519	-0.0007	0	-0.0001
Si	2.793	20.3423	20.2838	0.0001	0.0003	-0.0003
Si	-8.0848	-10.1884	22.3647	0.0001	0.0002	-0.0005
Si	5.0844	9.9241	22.0632	0	0.0002	-0.0009
Si	31.1414	7.689	19.6775	0	0.0002	-0.0005
Si	-0.294	1.2802	17.6343	0	0.0006	-0.0002
Si	-5.0988	-27.0913	22.3553	0	0.0002	-0.0009
O	7.4332	8.3639	-1.2396	0.0001	0.0001	-0.0004
O	3.9729	12.2394	-0.4617	0.0003	0.0002	-0.001
O	-13.849	1.4176	-6.4122	0.0002	0	-0.0005
O	4.0057	21.5938	-3.5134	0	0.0002	0
O	-11.9621	2.3214	-7.905	0.0002	0.0001	-0.0005
O	2.1241	14.9514	-10.4207	0.0002	0.0002	-0.0001
O	-31.8911	47.3126	-3.5622	0	0.0001	-0.0005
O	14.3269	2.1141	-4.5835	0	-0.0001	-0.0005
O	16.8084	0.0739	-5.3655	0.0003	0.0003	0
O	-4.9311	-16.2051	-5.7718	-0.0003	0.0002	-0.0004
O	7.3133	5.8584	-3.6352	0.0002	0.0003	-0.0006
O	19.2573	-22.3215	-4.7201	0.0006	-0.0005	0.0003
O	5.1407	4.0923	-3.8234	0.0001	0.0001	-0.0005
O	10.6048	-4.1878	-7.1602	0.0003	0	-0.0005
O	-10.8564	16.4087	-11.1145	0.0003	0	-0.0003
O	-8.1563	20.8634	-7.7805	0.0004	0.0001	-0.0004
O	4.2318	-1.8191	20.96	-0.0001	0	-0.0007
O	-19.6006	5.9335	18.8611	0.0003	0.0002	-0.0006
O	7.3208	12.5661	22.6869	0.0002	0.0002	-0.0003
O	-1.8762	-2.9508	22.8232	0.0004	0.0002	-0.0006
O	12.4805	0.9252	23.3971	0	-0.0001	-0.0007
O	53.1434	24.9516	21.1224	0.0003	0	-0.0004
O	21.6248	9.8933	22.9373	0	0.0007	-0.0004
O	-17.3392	38.9191	16.2388	0.0001	0.0006	-0.0011
O	3.3117	4.4869	20.8314	-0.0001	0.0003	-0.0008
O	20.7148	-9.452	23.2682	0.0002	0	-0.0005
O	-8.3167	5.4226	23.9797	0.0001	0.0003	-0.0003
O	9.4161	-25.913	26.0346	0	0.0003	-0.0009
O	16.4925	21.1852	25.3671	0.0005	-0.0004	0.0003
O	18.202	9.2799	16.3081	0.0002	0	-0.0002
O	22.5792	26.1088	20.3794	0.0003	0.0003	-0.0005
O	9.0108	7.2369	16.0945	0	0.0006	0.0003
O	3.622	1.9186	16.4013	0.0001	0.0002	-0.0006
O	-0.9647	5.5258	22.1852	0.0001	0.0003	-0.0002
O	13.1011	-11.0479	21.1189	-0.0001	0.0003	-0.0002
O	11.0668	-10.995	18.3501	0.0001	0	-0.0007
O	-13.794	-0.1291	24.4502	-0.0001	-0.0001	0.0005
O	2.829	19.027	15.3505	0.0001	0.0001	-0.0007
O	10.0339	19.7507	20.5742	-0.0004	0.0004	0.0001
O	-1.1953	0.945	16.3309	-0.0002	0.0004	-0.0011
O	19.1674	24.1913	25.1186	-0.0004	0.0004	0.0001
O	-14.0451	-6.956	19.3833	0.0002	0.0003	-0.0005
O	3.2141	-3.1514	25.0674	0	0.0005	-0.0004
O	6.1283	-1.679	23.0896	0.0002	0.0004	-0.0002
O	5.4047	3.0572	20.292	-0.0001	0.0002	-0.0005
O	-20.7157	-24.4363	17.8438	0.0001	0.0003	-0.0005
O	8.6364	19.2311	18.408	0.0001	0.0001	-0.0003
O	-9.4574	31.1719	26.087	0.0003	-0.0003	-0.0002
O	12.7719	29.8788	20.3166	0.0001	0.0003	-0.0005
O	5.4309	-6.0174	18.3213	0.0001	0.0003	-0.0006
O	-9.361	-0.7162	16.242	0.0007	-0.0001	-0.0011
O	32.5097	11.2136	25.2917	0.0005	-0.0006	-0.0007
O	0.2631	4.9804	25.1947	0	0.0004	-0.0005
O	26.4997	-4.2576	23.0163	0.0002	0.0003	-0.0008
O	11.9402	1.958	17.0815	0.0001	0.001	0
O	17.5783	4.1083	26.1665	-0.0001	0.0005	0
O	-2.7093	-8.0738	15.3404	-0.0001	0.0001	-0.001
O	-8.7342	3.1395	25.209	0.0002	0.0002	-0.0009
O	-19.1296	3.3541	18.5638	0	-0.0002	-0.0007
O	-6.0752	16.6136	25.4175	0.0003	0.0001	-0.0005
O	-16.3338	-10.7838	15.5295	-0.0003	0.0001	-0.0005
O	-4.1852	17.8426	17.3592	-0.0001	0.0003	-0.0013
O	-4.3515	-6.193	16.027	0.0003	0.0002	-0.0006
O	-24.3423	28.631	20.5871	0.0002	0.0003	-0.0003

Results
free energy: -113258.213 eV
free energy less fixed offsets of O -570.45, Si -639.56 eV per atom: -2.213 eV

The program warned: the cutoff lies below the one the program advises for these potential files; the forces do not sum to zero within the program's tolerance; empty levels may hold ghost states of the PAW files; the exchange-correlation potential is rough where the density is thin.
